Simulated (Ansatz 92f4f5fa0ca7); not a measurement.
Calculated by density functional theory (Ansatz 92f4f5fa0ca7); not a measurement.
Periodic cell of 221 atoms, Si132O88H1, from a study of silicon, its oxide and their interface. The atomic structure is a simulated model.
Doubt: the cutoff is far below the 930 eV that the study's wrapper takes by default for these files, so forces and energies are approximate.
This geometry differs little from another in the collection (a relaxation step or a small displacement).

Settings
functional: PBE
potential files: Ansatz PAW
basis: plane waves
wave-function cutoff: 580 eV
density cutoff ratio: 5
exchange-correlation grid ratio: 1
k mesh: 1 x 1 x 1, Gamma-centred
self-consistency stop: 5e-08 eV per atom in the density residual
occupations: fixed
spin: none
net charge: +1 e, with a uniform compensating background and no finite-size correction

Cell vectors (angstrom)
a 10.938 0 0
b 0 10.938 0
c 0 0 32.1928

Atoms: element, x, y, z (angstrom)
Si 0.1867 -0.1336 24.5317
Si 5.5893 -0.3115 24.7939
Si 2.5148 3.0468 24.5184
Si 8.0802 2.9714 25.0893
Si 0.0404 5.1264 24.7055
Si 5.8212 5.1457 24.6837
Si 2.4424 8.5126 24.6354
Si 7.9885 8.5947 24.8276
Si 1.3991 1.4095 25.8846
Si 6.7501 1.3303 26.0731
Si 4.0688 4.1598 25.9533
Si 9.6146 4.1325 26.344
Si 1.268 6.8467 25.8751
Si 6.8558 6.8564 25.9878
Si 4.0283 9.5054 26.1137
Si 9.5864 9.7323 26.0666
Si 2.7151 0.0479 27.3835
Si 8.1798 0.0588 27.4486
Si 0.067 2.6572 27.4482
Si 5.3967 2.7565 27.3882
Si 2.6962 5.5367 27.3361
Si 8.1781 5.5535 27.4748
Si -0.0318 8.2163 27.3604
Si 5.456 8.1575 27.4127
Si 4.1018 1.3673 28.7746
Si 9.5708 1.3673 28.7746
Si 1.3673 4.1018 28.7746
Si 6.8362 4.1018 28.7746
Si 4.1018 6.8362 28.7746
Si 9.5708 6.8362 28.7746
Si 1.3673 9.5708 28.7746
Si 6.8362 9.5708 28.7746
Si 0 0 30.1418
Si 5.469 0 30.1418
Si 2.7345 2.7345 30.1418
Si 8.2035 2.7345 30.1418
Si 0 5.469 30.1418
Si 5.469 5.469 30.1418
Si 2.7345 8.2035 30.1418
Si 8.2035 8.2035 30.1418
Si 1.3673 1.3673 31.5091
Si 6.8362 1.3673 31.5091
Si 4.1018 4.1018 31.5091
Si 9.5708 4.1018 31.5091
Si 1.3673 6.8362 31.5091
Si 6.8362 6.8362 31.5091
Si 4.1018 9.5708 31.5091
Si 9.5708 9.5708 31.5091
Si 2.7345 0 0.6835
Si 8.2035 0 0.6835
Si 0 2.7345 0.6835
Si 5.469 2.7345 0.6835
Si 2.7345 5.469 0.6835
Si 8.2035 5.469 0.6835
Si 0 8.2035 0.6835
Si 5.469 8.2035 0.6835
Si 4.1018 1.3673 2.0507
Si 9.5708 1.3673 2.0507
Si 1.3673 4.1018 2.0507
Si 6.8362 4.1018 2.0507
Si 4.1018 6.8362 2.0507
Si 9.5708 6.8362 2.0507
Si 1.3673 9.5708 2.0507
Si 6.8362 9.5708 2.0507
Si 0 0 3.418
Si 5.469 0 3.418
Si 2.7345 2.7345 3.418
Si 8.2035 2.7345 3.418
Si 0 5.469 3.418
Si 5.469 5.469 3.418
Si 2.7345 8.2035 3.418
Si 8.2035 8.2035 3.418
Si 1.3634 1.3892 4.6731
Si 6.8629 1.3408 4.8234
Si 4.1289 4.0741 4.8646
Si 9.5796 4.0898 4.793
Si 1.3912 6.8395 4.8295
Si 6.8859 6.7467 4.7623
Si 4.1267 9.5168 4.7481
Si 9.5609 9.569 4.8031
Si 2.6624 -0.0563 5.9327
Si 8.2039 -0.0103 6.2435
Si 0.0336 2.7002 6.082
Si 5.4595 2.5781 6.2579
Si 2.7422 5.5086 6.2917
Si 8.1878 5.3624 6.22
Si -0.0418 8.1507 6.1694
Si 5.4872 8.1041 6.09
Si 3.7153 1.3717 7.4394
Si 9.9089 1.1299 7.4445
Si 1.6303 3.7811 7.44
Si 6.6544 4.1209 7.5764
Si 4.5259 6.5138 7.5752
Si 9.2867 7.0321 7.4744
Si 1.1567 9.8022 7.3183
Si 7.0081 9.24 7.4133
O 1.2527 4.0999 24.1144
O 6.7801 9.5921 24.2559
O 2.9285 2.7923 7.5229
O 8.1637 8.1764 7.9029
O 5.5727 5.33 8.0313
O 0.08 -0.0153 7.9264
O 5.3522 5.5255 23.1514
O 10.52 0.4946 23.0898
O 2.1893 9.3745 8.5605
O 1.2491 3.9014 9.0338
O 9.4867 1.9962 8.7647
O 7.6105 9.9582 12.0622
O 3.5023 0.7635 8.9943
O 4.366 7.3315 9.3804
O 7.2429 3.3682 8.9333
O 9.8566 6.5018 8.9288
O 3.3425 2.458 23.1766
O 4.6596 0.1798 23.5283
O 9.2039 2.4884 24.0059
O 9.8248 5.5773 23.5722
O 19.8896 8.1248 23.5748
O 3.285 7.9723 23.3247
O 6.9883 4.0065 24.4106
O 1.314 9.6408 24.1325
Si 3.846 6.3986 10.7947
Si 9.1119 4.2706 14.644
Si 7.4372 8.3381 11.9635
Si 4.2102 1.2745 22.405
Si 17.1314 3.8369 14.2798
Si 2.7432 -0.4506 20.1707
Si 7.18 4.1567 19.4944
Si 14.0146 6.6397 16.4912
Si 1.9377 4.1951 10.4835
Si 5.7007 16.2038 16.7863
Si 3.778 9.7525 17.3032
Si 10.2502 4.4571 11.7142
Si 10.9161 6.5197 16.0849
Si 7.9812 1.6137 14.5446
Si 2.7931 10.394 9.7024
Si 9.1232 6.7815 22.6735
Si 11.1861 -1.1375 11.2287
Si 3.5901 -3.2684 13.7672
Si 5.2239 8.7631 9.9247
Si 9.5711 1.7661 22.612
Si 11.9334 -0.4258 16.6283
Si 8.4334 2.6448 9.8202
Si -0.4273 8.2396 18.4268
Si 11.7556 -2.0284 14.1825
Si 4.7246 3.8245 11.621
Si 6.0212 6.0825 21.7638
Si 6.4777 7.7323 14.7602
Si 11.54 6.5175 20.7153
Si 11.0998 1.084 18.8748
Si 14.2245 7.6901 21.7086
Si 6.9647 1.3666 20.8195
Si 9.9709 7.2005 10.4054
Si -0.6421 3.6859 20.2172
Si 8.4536 -0.6104 19.159
Si 6.8443 10.2215 16.4111
Si 8.5621 0.3313 11.8206
O 13.3736 8.798 13.9497
O 7.7339 -0.749 17.7362
O 6.027 8.1167 11.151
O 1.6144 10.6145 10.8105
O 5.0052 -5.6631 10.8787
O 9.9985 7.2016 17.2625
O 6.2566 4.9519 20.6008
O 6.6424 13.2589 13.9331
O 3.5881 7.182 12.1886
O 2.4211 5.7737 10.3312
O 7.5754 4.7628 14.2607
O 11.4264 -1.5988 17.6443
O 9.8921 4.1646 13.2402
O 0.6155 7.4524 19.3879
O 6.9579 2.528 19.6434
O 12.4325 6.208 16.6988
O 17.2259 6.5328 15.8712
O 13.0246 6.598 21.41
O 3.2835 0.6439 21.2392
O 0.7888 3.812 11.5426
O 7.2201 -0.134 20.1553
O 8.1613 1.3902 21.9196
O -1.6691 8.8911 19.2967
O 2.7818 9.0424 20.9353
O 12.2353 0.2036 19.6981
O 6.0945 9.5307 8.8017
O 8.5514 7.73 10.9735
O 8.8165 0.962 13.3002
O 7.3929 11.5132 15.615
O 5.6934 2.6048 11.2199
O 2.6191 -0.3513 16.5186
O 3.226 14.3287 11.0961
O -6.7714 5.6631 17.2508
O 11.1268 7.5324 14.802
O 4.0297 9.6775 10.4959
O 3.4402 8.1542 17.0416
O 10.0186 5.2256 15.613
O 10.2908 2.8411 21.6257
O 5.0197 15.1279 13.1896
O 4.8267 7.1681 21.2895
O 11.0305 2.6877 19.1496
O 8.9349 2.7533 15.2646
O 3.707 -0.7172 18.8689
O 5.5927 1.692 21.643
O 5.2426 10.1884 16.7296
O 7.9152 1.4038 10.7611
O 9.6064 0.5382 19.2646
O 17.6138 4.7944 18.0388
O 7.5918 6.5327 22.0957
O -5.8936 -2.6633 14.1637
O 7.3733 -3.4196 13.3769
O 11.3844 -0.7503 15.1288
O 10.2566 7.0957 21.5555
O 9.1433 3.8044 10.7112
O 8.8168 -6.6476 19.7474
O 0.4252 11.899 17.2557
O 16.506 3.9853 15.7755
O 11.114 -1.7324 12.7333
O 11.2911 4.9519 20.3789
O 0.0481 8.4796 10.2701
O 10.4555 6.0512 11.4365
O 9.9636 -0.0846 11.1032
O 14.236 6.483 14.852
O 7.241 8.924 15.5273
H 5.4951 2.1345 10.4036

Results
free energy: -133979.649 eV
free energy less fixed offsets of H -15.97, O -568.88, Si -635.61 eV per atom: -1.719 eV

Forces (eV/angstrom), in the order of the atoms: element, x, y, z
Si 0.001 -0.0047 -0.001
Si 0.0027 0.0031 0.0001
Si 0.0038 0.0063 0.0116
Si -0.0043 -0.0029 -0.0041
Si -0.0002 -0.0027 0.0006
Si -0.0053 0.0059 0.0138
Si -0.0015 0.0017 0.0093
Si 0.0047 -0.0056 0.0023
Si 0.0007 0.0033 0.001
Si -0.0003 0.0019 -0.0019
Si -0.0064 0.0023 -0.0036
Si 0.0054 0.0017 -0.0049
Si 0.0005 0.0021 -0.0015
Si -0.0019 -0.0017 -0.0053
Si -0.0091 0.0032 -0.0046
Si 0.0015 -0.005 0.0014
Si 0.002 -0.0007 0.0008
Si 0.002 0.0032 0.0014
Si 0.0009 -0.004 0.0004
Si -0.0017 -0.0033 0.0019
Si 0.0059 -0.0038 -0.0049
Si -0.001 0.0022 0.0039
Si -0.0018 0.0024 -0.0021
Si 0.003 -0.0046 0.0045
Si -0.2287 0.1281 0.0779
Si 0.1067 0.0284 0.4613
Si 0.3533 0.0607 -0.1829
Si -0.2695 0.037 -0.1284
Si -0.2059 -0.1962 0.0496
Si 0.0929 0.5819 0.3616
Si -0.0955 0.0593 -0.3617
Si -0.0259 -0.1765 -0.0747
Si -0.129 -0.1162 0.0293
Si -0.0056 -0.0146 -0.0557
Si 0.1213 0.0782 0.0292
Si 0.1194 0.0335 -0.0306
Si -0.0151 -0.0068 -0.0621
Si -0.0922 -0.1357 0.0211
Si 0.0426 0.0277 -0.0504
Si 0.123 0.0384 0.0514
Si -0.0195 0.0475 -0.0506
Si -0.02 -0.0243 -0.0326
Si -0.0164 -0.0422 0.0187
Si -0.047 0.0377 -0.0023
Si 0.0122 0.0067 -0.034
Si 0.0007 0.0406 -0.0427
Si -0.0162 0.0042 -0.0057
Si -0.034 0.0289 0.0186
Si -0.0156 0.0055 0.027
Si 0.0555 0.0181 0.01
Si -0.0126 -0.0395 0.026
Si 0.0551 -0.0212 0.0041
Si 0.0054 -0.0096 0.0004
Si 0.0175 -0.0373 0.034
Si -0.0138 -0.0224 -0.0014
Si 0.025 -0.0162 0.0284
Si 0.0291 0.0936 0.0338
Si -0.0704 -0.0515 -0.0111
Si 0.0797 0.0424 -0.0109
Si -0.0808 -0.0629 0.0156
Si -0.1117 -0.0419 0.0192
Si 0.0311 0.0831 0.03
Si -0.0613 -0.03 0.0183
Si -0.0434 0.0032 -0.0034
Si -0.3223 -0.1358 -0.316
Si 0.301 -0.0784 0.1054
Si 0.3317 0.5256 -0.2566
Si 0.0051 -0.0588 0.1356
Si 0.1713 -0.0023 0.2576
Si -0.1042 -0.4304 0.037
Si -0.0649 -0.2237 -0.1398
Si 0.0584 -0.0148 0.0355
Si -0.014 -0.0093 -0.0207
Si 0.0001 0.0018 0.0073
Si -0.0007 0.016 0.0049
Si -0.0013 0.0018 -0.0038
Si -0.0013 -0.0026 0.0064
Si 0.0035 -0.0107 -0.0029
Si -0.0085 -0.0014 -0.0054
Si -0.0001 -0.0044 -0.0002
Si 0.0318 0.0231 0.0553
Si -0.007 -0.0054 0.0003
Si 0.0054 0.015 0.0131
Si 0.0164 -0.0058 -0.0036
Si 0.0117 0.0052 -0.0014
Si -0.005 0.0025 0.0097
Si 0.0191 0.0261 0.0185
Si 0.0256 0.0213 0.0121
Si 0.0248 -0.1291 -0.0433
Si -0.0091 -0.0042 -0.0013
Si -0.0253 0.0279 -0.0265
Si 0.0073 0.0104 -0.021
Si -0.0526 -0.0207 -0.0141
Si -0.0002 -0.0039 -0.0171
Si -0.0243 -0.0523 -0.0399
Si -0.0078 0.0084 -0.0191
O -0.0013 0.0009 -0.0048
O -0.0047 0.0038 -0.002
O -0.0293 0.0713 -0.0031
O -0.0007 -0.0053 0.0062
O 0.0299 -0.0044 0.0197
O 0.0104 0.0144 0.0062
O 0.0007 0.0011 -0.0134
O -0.0042 0.0054 -0.0062
O 0.0013 0.0126 0.0008
O -0.0224 0.0058 0.0216
O 0.0027 -0.001 -0.001
O 0.0018 0.0009 -0.0004
O -0.0026 -0.0049 0.0135
O -0.0036 0.0077 0.0081
O 0.0021 -0.0073 0.0097
O 0.003 -0.0003 0.0105
O 0.0048 -0.0059 -0.0094
O -0.0008 -0.0003 -0.004
O 0.0008 -0.0019 -0.0025
O -0.0038 0.0039 -0.0041
O 0.0026 -0.0008 -0.0066
O 0.0024 -0.0014 -0.0087
O 0.005 -0.0042 -0.0017
O 0.0001 -0.0002 -0.0048
Si -0.0038 0.0025 -0.019
Si 0.0006 0.0003 0.0002
Si -0.0052 -0.001 -0.0032
Si -0.0032 0.0027 0.0044
Si 0.0006 -0.0004 0.0018
Si 0.0007 0.0005 0.0028
Si -0.0003 0.0008 0.0025
Si -0.0004 -0.0006 -0.0003
Si 0.0094 0.0141 0.0035
Si -0.0003 0 0
Si 0 -0.0001 0.0007
Si 0.0014 0.0006 -0.0008
Si 0.0001 -0.0005 0.0004
Si -0.0004 -0.0003 0.0015
Si 0.0176 -0.0015 -0.0031
Si -0.0006 -0.0006 0.0068
Si 0.0018 -0.001 -0.0006
Si 0.0002 -0.002 -0.0046
Si -0.0169 -0.0081 -0.0017
Si 0.0045 0.0013 0.005
Si 0 -0.0002 -0.0002
Si -0.0045 0.0045 -0.0023
Si 0.0005 -0.0006 0.0015
Si 0.0014 -0.0004 0.0008
Si 0.001 -0.0001 -0.0067
Si -0.0003 -0.0001 0.0049
Si -0.0006 -0.0001 -0.0009
Si -0.0003 0 0.0038
Si 0.0004 0 0.002
Si 0.0006 -0.0011 0.0057
Si 0 0.0003 0.0031
Si 0.0016 -0.0007 -0.0027
Si 0.0008 0.0002 0.004
Si 0.0005 0.0004 0.0005
Si 0.0003 0.0002 0.0003
Si -0.002 -0.0015 0.0011
O -0.0014 0.0004 -0.0002
O -0.0004 -0.0011 -0.0001
O 0.0117 0.0009 0.0076
O -0.0028 -0.0007 0.0031
O 0.0019 -0.0056 0.0017
O -0.0001 0.0005 -0.0005
O 0.0009 -0.0014 -0.0036
O 0.0009 -0.0004 -0.001
O -0.0007 0.0042 0.0104
O -0.0006 -0.0061 0.0037
O -0.0002 -0.0006 -0.0011
O -0.0004 0 -0.0011
O -0.0009 0.0001 0.002
O -0.0003 0.0007 -0.0023
O -0.0001 -0.0001 -0.0018
O -0.0003 0 -0.0012
O -0.0001 -0.0006 -0.0007
O -0.0003 0 -0.003
O -0.0004 -0.0012 -0.0035
O -0.0026 -0.0015 0.0047
O -0.0001 -0.0006 -0.0019
O -0.0019 0 -0.0023
O 0.0002 0.0002 -0.0013
O -0.0005 0.0007 -0.0028
O -0.0007 0.0002 -0.002
O 0.003 0.001 0.0015
O 0.0012 0.0005 -0.0004
O -0.0001 -0.0001 -0.0008
O 0 -0.0005 -0.0003
O 0.0973 0.1864 0.1874
O -0.0001 -0.0001 -0.0011
O 0.0023 -0.0085 -0.0034
O 0.0001 -0.0002 -0.0007
O -0.0004 -0.0003 -0.0007
O 0.0008 0.0022 -0.0011
O 0 0.0003 -0.001
O -0.0002 0.0004 -0.0009
O -0.0011 -0.0009 -0.0028
O 0.0037 -0.0032 -0.003
O -0.0001 0.0004 -0.0027
O -0.0001 -0.0004 -0.0024
O -0.0003 -0.0003 -0.0009
O -0.0001 -0.0001 -0.0019
O 0.0015 -0.0005 -0.003
O 0.0002 -0.0002 -0.0014
O -0.0002 -0.0014 0.0007
O -0.0003 -0.0006 -0.0022
O -0.0002 -0.0003 -0.0011
O -0.0026 0 -0.0043
O 0.0011 0.0001 0.0001
O 0.0001 -0.0001 0.0005
O -0.0003 0.0002 -0.0009
O 0.0018 0.0002 -0.0037
O 0.0012 0.0008 -0.0006
O -0.0005 -0.0001 -0.0021
O -0.0002 -0.0001 -0.001
O -0.0001 0.0005 -0.0003
O -0.0003 0 -0.0013
O -0.0007 -0.0007 -0.0025
O -0.0015 0.0002 0.0025
O -0.0008 0.0008 -0.0004
O -0.0001 0.0002 -0.0004
O -0.0002 -0.0004 0.001
O 0.0001 0.0008 -0.0006
H -0.1016 -0.1844 -0.1791

The program warned: the cutoff lies below the one the program advises for these potential files; the forces do not sum to zero within the program's tolerance; the exchange-correlation potential is rough where the density is thin.
